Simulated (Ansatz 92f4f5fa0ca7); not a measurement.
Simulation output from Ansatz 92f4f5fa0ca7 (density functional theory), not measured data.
Periodic cell of 221 atoms, Si132O88H1, from a study of silicon, its oxide and their interface. The atomic structure is a simulated model.
Doubt: the cutoff is far below the 930 eV that the study's wrapper takes by default for these files, so forces and energies are approximate.
This geometry differs little from another in the collection (a relaxation step or a small displacement).

Settings: functional PBE; potential files Ansatz PAW; basis plane waves; wave-function cutoff 580 eV; density cutoff ratio 5; exchange-correlation grid ratio 1; k mesh 1 x 1 x 1, Gamma-centred; self-consistency stop 5e-08 eV per atom in the density residual; occupations fixed; spin none; net charge +1 e, with a uniform compensating background and no finite-size correction.

Cell vectors (angstrom)
a 10.938 0 0
b 0 10.938 0
c 0 0 32.2828

Atoms and the computed forces on them: element, x, y, z (angstrom), force x, y, z (eV/angstrom)
Si -0.2197 0.2382 24.737 -0.0758 0.0737 -0.1791
Si 5.7187 -0.3298 24.7982 0.0461 -0.081 -0.0526
Si 2.5243 2.8235 24.8096 -0.1036 0.0263 -0.1214
Si 8.461 2.4791 24.7427 0.1166 -0.0366 -0.165
Si 0.197 4.9782 24.6891 0.0199 -0.068 -0.1766
Si 5.2387 5.8052 25.0863 -0.0483 0.1128 -0.1708
Si 2.9664 7.9219 24.8338 0.0764 -0.0536 -0.0685
Si 7.9735 8.3956 24.8298 -0.0508 0.037 -0.1664
Si 1.3276 1.3336 26.1492 0.0071 0.0166 0.0579
Si 6.8511 1.3279 26.0593 -0.0051 -0.0557 0.0204
Si 4.0789 4.054 26.1265 -0.0146 -0.0185 0.03
Si 9.563 4.0231 26.1423 0.0324 -0.0351 0.0454
Si 1.2919 6.7364 25.992 0.0059 -0.0106 0.0138
Si 6.8414 6.9355 26.3011 -0.0011 -0.0035 0.0439
Si 4.0995 9.529 26.1444 0.021 -0.0251 0.0289
Si 9.5754 9.5836 26.0776 -0.0136 0.0066 0.0487
Si 2.737 -0.0121 27.4881 -0.0143 -0.0037 -0.0351
Si 8.2146 -0.0034 27.4894 0.0144 0.0119 -0.0161
Si 0.0051 2.7154 27.5389 -0.0164 -0.0013 -0.0231
Si 5.4927 2.7094 27.4637 -0.0194 0.0249 -0.0006
Si 2.6973 5.4493 27.4726 0.0225 0.0161 -0.0024
Si 8.2224 5.4524 27.5012 -0.0133 0.045 -0.0043
Si 0.0067 8.1781 27.4296 0.0047 0.0046 -0.021
Si 5.4491 8.2564 27.5977 -0.048 -0.0163 -0.0537
Si 4.1018 1.3673 28.8646 0.0931 -0.0263 -0.1723
Si 9.5708 1.3673 28.8646 -0.0987 -0.1221 0.2159
Si 1.3673 4.1018 28.8646 -0.0239 0.0395 0.2036
Si 6.8362 4.1018 28.8646 0.0282 -0.1481 -0.1238
Si 4.1018 6.8362 28.8646 -0.3354 -0.1801 0.0703
Si 9.5708 6.8362 28.8646 0.185 0.0076 -0.1673
Si 1.3673 9.5708 28.8646 -0.0146 -0.2587 -0.2766
Si 6.8362 9.5708 28.8646 0.1994 0.4824 0.4835
Si 0 0 30.2318 -0.1108 0 -0.021
Si 5.469 0 30.2318 0.1329 0.0151 0.0449
Si 2.7345 2.7345 30.2318 -0.0335 0.0936 -0.04
Si 8.2035 2.7345 30.2318 0.0063 -0.0467 0.0205
Si 0 5.469 30.2318 0.0577 -0.0242 0.0024
Si 5.469 5.469 30.2318 -0.093 -0.0198 -0.0459
Si 2.7345 8.2035 30.2318 -0.0137 -0.1007 0.0052
Si 8.2035 8.2035 30.2318 -0.0453 0.0534 -0.036
Si 1.3673 1.3673 31.5991 0.0794 -0.0309 -0.021
Si 6.8362 1.3673 31.5991 -0.0804 0.0539 -0.0015
Si 4.1018 4.1018 31.5991 0.0415 -0.0576 -0.0046
Si 9.5708 4.1018 31.5991 -0.0115 0.0677 -0.0366
Si 1.3673 6.8362 31.5991 -0.022 0.0363 -0.0193
Si 6.8362 6.8362 31.5991 0.0281 -0.024 -0.0166
Si 4.1018 9.5708 31.5991 -0.0393 0.0029 -0.0356
Si 9.5708 9.5708 31.5991 0.0476 -0.058 -0.0011
Si 2.7345 0 0.6835 0.0166 -0.0257 0.0099
Si 8.2035 0 0.6835 -0.0342 0.0283 0.0053
Si 0 2.7345 0.6835 -0.0502 0.0356 0.0052
Si 5.469 2.7345 0.6835 0.0287 0.0373 0.0411
Si 2.7345 5.469 0.6835 -0.0285 0.0325 0.0045
Si 8.2035 5.469 0.6835 0.0223 -0.0765 0.0163
Si 0 8.2035 0.6835 0.0283 -0.0463 0.0319
Si 5.469 8.2035 0.6835 -0.0102 0.018 0.0166
Si 4.1018 1.3673 2.0507 -0.1052 -0.0115 -0.0494
Si 9.5708 1.3673 2.0507 0.0606 -0.0214 0.076
Si 1.3673 4.1018 2.0507 0.0569 -0.0005 0.0755
Si 6.8362 4.1018 2.0507 -0.011 0.0864 -0.0816
Si 4.1018 6.8362 2.0507 0.0153 -0.053 0.0899
Si 9.5708 6.8362 2.0507 -0.0148 0.0547 -0.0504
Si 1.3673 9.5708 2.0507 0.0708 0.0435 -0.0444
Si 6.8362 9.5708 2.0507 0.0415 -0.043 0.0661
Si 0 0 3.418 0.1059 0.0358 0.1362
Si 5.469 0 3.418 -0.0863 0.138 0.428
Si 2.7345 2.7345 3.418 -0.1048 -0.5407 -0.2338
Si 8.2035 2.7345 3.418 -0.3637 0.0748 0.2434
Si 0 5.469 3.418 -0.2278 0.0306 0.1432
Si 5.469 5.469 3.418 0.4303 -0.1726 -0.4314
Si 2.7345 8.2035 3.418 -0.1023 0.585 -0.0502
Si 8.2035 8.2035 3.418 0.3358 0.0524 -0.2143
Si 1.3634 1.3678 4.8322 -0.0324 -0.0161 -0.0176
Si 6.8275 1.371 4.862 0.0142 -0.0125 0.0112
Si 4.1922 3.9982 4.6881 0.0384 0.021 0.0375
Si 9.5268 4.1144 4.8051 0.0255 -0.0332 0.0033
Si 1.3284 6.9106 4.7474 0.0243 -0.0441 -0.001
Si 6.8734 6.8277 4.7361 0.0054 -0.0282 0.0438
Si 4.0659 9.6178 4.8384 0.0354 -0.0015 0.0089
Si 9.569 9.585 4.8006 0.0152 0.0187 0.0151
Si 2.7232 0.0405 6.3461 0.0004 0.0131 -0.0585
Si 8.2256 0.0128 6.2354 -0.0012 -0.0059 -0.0662
Si -0.0726 2.7332 6.1688 0.0376 0.0896 -0.0363
Si 5.4389 2.7176 6.2937 -0.0041 0.0076 -0.0643
Si 2.8522 5.4978 5.7921 -0.0028 0.0195 -0.0276
Si 8.2077 5.5145 6.2077 -0.0306 0.0124 -0.0465
Si 0.0239 8.2721 6.2277 -0.0384 0.0069 -0.061
Si 5.5374 8.2278 6.0497 -0.0106 0.003 -0.0385
Si 3.6508 1.8256 7.6766 -0.0438 0.0632 0.1851
Si 9.8303 1.1021 7.603 0.0052 -0.0955 0.1484
Si 1.533 4.1698 7.0889 -0.0246 -0.0388 0.0064
Si 6.597 4.3636 7.5109 -0.0702 0.0371 0.0644
Si 4.4076 6.5422 7.1681 -0.0157 0.0208 0.18
Si 9.295 7.2034 7.4902 -0.0602 0.1021 0.0821
Si 1.1638 9.7889 7.6842 -0.0381 0.0775 0.1893
Si 7.0009 9.3638 7.4835 0.0479 -0.0295 0.1294
O 1.4548 3.9749 24.3035 0.0104 -0.0061 0.0622
O 6.843 9.4951 24.2845 0.0071 -0.02 0.0598
O 2.5223 3.0083 7.681 0.0343 -0.005 0.012
O 8.1271 8.2627 7.9805 0.0123 -0.0178 -0.0223
O 5.4382 5.4822 7.9597 -0.0337 0.0378 -0.0758
O 0.0225 -0.0059 8.1528 0.0223 -0.0208 -0.0399
O 4.1279 6.8226 24.3631 0.0501 -0.0417 0.1036
O 9.5968 1.369 24.2127 0.0036 0.003 0.0885
O 1.8178 9.1331 9.1062 -0.0399 0.0273 -0.0793
O 1.0956 5.2801 8.2558 0.0005 -0.0199 0.0256
O 9.0655 1.7037 8.9833 0.0201 -0.0078 -0.0491
O 6.2633 9.8998 8.8919 0.0617 -0.0056 -0.1205
O 3.7128 1.6913 9.3789 0.0351 0.0252 -0.0581
O 3.4739 7.3212 8.2531 0.032 -0.0639 0.0652
O 7.216 3.6946 8.9228 0.0067 0.005 -0.0153
O 9.9362 6.7786 8.9747 -0.008 0.0015 -0.0213
O 2.9858 1.9847 23.4349 -0.0055 0.0107 0.0497
O 5.0462 0.2667 23.4044 0.0055 0.0017 0.0243
O 7.9012 3.2588 23.3585 0.0075 -0.0252 0.0788
O 10.3433 5.0524 23.2283 0.0414 0.009 0.1345
O 8.6757 7.6293 23.5333 -0.0459 0.0186 0.1018
O 2.4034 8.6426 23.4611 0.0006 -0.0043 0.0361
O 6.3262 5.2861 23.9661 -0.0567 0.0149 0.0752
O 0.5129 10.5734 23.3645 -0.0298 0.0281 0.0908
Si 2.9726 8.0573 9.5834 0.0601 -0.0543 -0.1814
Si 9.9623 0.2327 13.1342 -0.017 -0.035 -0.0265
Si 14.749 5.6431 13.3783 -0.4239 0.893 -0.3873
Si 4.4566 1.6588 22.8054 -0.0019 0.0015 -0.048
Si 8.5827 2.352 20.2922 0.0241 -0.0156 0.0913
Si 10.1948 4.9478 21.6081 0.0469 -0.0004 -0.0515
Si 1.2186 9.322 22.5837 -0.0047 -0.0075 0.0041
Si 13.1062 4.5795 20.2475 -0.0005 0.0222 0.0941
Si 1.969 5.3853 11.0382 -0.0251 0.0505 -0.2504
Si -2.01 10.1421 20.188 0.019 -0.0091 0.0674
Si 4.4569 6.6338 16.0402 0.0299 0.2113 0.2199
Si 7.4438 9.4027 12.7533 0.0477 0.0163 -0.0691
Si 5.6672 9.5796 10.3599 0.0283 -0.0163 -0.0189
Si 5.3949 2.9795 12.712 0.4027 -0.5887 -0.798
Si 3.1187 12.5472 16.0226 -0.2568 -0.2003 0.1951
Si 2.6757 9.3806 19.8286 0.0218 -0.0584 0.0603
Si 5.2926 3.8437 15.4998 0.3786 -0.1739 0.9173
Si 3.3059 2.6382 10.6484 -0.0914 -0.0881 -0.1579
Si 4.9477 11.0003 12.744 -0.0082 -0.2118 -0.1064
Si 6.4973 4.0183 22.9925 -0.0099 0.019 -0.068
Si 13.123 0.726 13.0517 -0.0831 -0.1097 -0.0521
Si 8.6871 3.2236 9.456 0.0079 0.0149 -0.076
Si 9.6162 14.0227 17.4708 0.0365 -0.0732 0.1915
Si 12.2523 2.4675 18.4068 -0.0441 0.0037 0.2292
Si 8.2243 4.5356 15.2256 0.2195 0.0995 0.0988
Si 4.6782 -0.0775 18.0572 0.0254 -0.0327 0.2157
Si 5.0093 4.826 20.4797 -0.0695 0.036 0.0462
Si 7.2735 7.6071 15.3047 0.0339 0.0931 0.0946
Si 14.5577 6.7082 18.9269 -0.0239 -0.0207 0.2617
Si 9.434 7.802 22.0972 -0.0179 0.0285 -0.0414
Si 18.296 9.716 17.4751 0.0172 0.0588 0.1752
Si 10.7542 5.4116 9.2539 -0.0135 -0.0334 -0.0223
Si 5.5289 13.0248 19.9961 0.0144 0.0157 0.0405
Si 0.4056 -0.5642 18.4695 -0.0124 -0.0073 0.1323
Si 9.5668 11.2201 16.2086 -0.0002 -0.0211 0.1146
Si 8.6048 3.0978 12.5936 0.1485 -0.0746 -0.0472
O 6.9827 13.8941 12.6495 -0.364 0.1581 0.1319
O 7.0026 -8.703 20.6878 -0.004 -0.0027 -0.0218
O 11.7267 0.9843 18.8163 0.0105 0.0078 -0.078
O 4.7919 4.2127 13.8294 0.114 -0.1333 -0.0328
O 2.1196 2.4265 16.9969 0.0822 -0.0075 -0.1501
O 9.7924 10.7831 14.6853 0.006 0.0025 -0.0268
O 5.5291 1.1857 18.6402 -0.0151 0.0062 -0.0675
O 3.3853 10.5054 12.9718 0.0399 0.058 0.0253
O 2.5248 4.0292 10.292 0.0245 0.0496 0.1307
O 0.3451 5.3526 10.8146 0.0119 -0.0106 0.0245
O 5.1003 3.5599 19.4517 0.0215 -0.0192 -0.0247
O 9.4091 3.5823 21.0335 -0.0129 0.0022 -0.0106
O 15.6776 6.4993 12.3546 0.2026 -0.3975 0.3782
O 1.704 9.4209 18.5083 0.0096 0.0103 -0.0594
O 0.0797 8.1902 22.2732 0.0349 0.0053 0.0045
O 13.3823 5.5708 18.9529 0.0263 0.0168 -0.079
O 16.673 -1.1479 17.4332 -0.0124 -0.0072 -0.0937
O 10.6166 10.2888 17.0264 -0.0081 0.0172 -0.0772
O 4.512 1.566 21.1691 -0.029 -0.0091 0.041
O 2.4554 5.2133 12.6196 0.1575 -0.0869 0.1651
O 6.2538 4.7302 21.5194 0.0474 -0.044 0.0433
O 8.6548 9.0697 21.38 0.0107 -0.0246 0.0022
O 8.0239 10.9661 16.6609 -0.0054 -0.0018 -0.0734
O 3.1949 7.8605 19.98 0.0032 0.0262 -0.0758
O 15.9884 6.1452 19.511 -0.0224 -0.0062 -0.0768
O 4.9339 12.5185 13.3583 -0.0215 0.3346 0.1261
O 8.8635 10.1746 12.3881 -0.034 -0.0073 0.0389
O 8.9552 4.1553 13.803 -0.0414 -0.0012 0.0145
O 6.209 10.2555 13.4784 -0.0377 0.0577 0.001
O 7.7398 8.2481 13.8727 -0.0206 -0.0198 0.016
O 7.8113 8.3562 16.6549 -0.0254 -0.0519 -0.1151
O 4.2597 8.7676 10.3055 -0.039 -0.0223 0.0206
O 4.7176 3.2441 11.2884 0.0633 0.0907 0.4342
O 5.3211 10.9906 11.1506 -0.0154 0.0629 0.0844
O 4.4525 13.4907 15.8843 0.1227 0.2689 -0.2969
O 3.9332 10.3093 19.3892 -0.0105 0.0075 -0.0728
O 6.8829 3.5709 15.391 -0.3904 0.0234 -0.1695
O 13.0833 3.0444 19.6723 0.0087 -0.011 -0.0819
O 0.649 11.0909 12.7991 0.049 0.0287 0.0371
O -1.5303 6.3691 21.2492 -0.0072 -0.0028 0.0162
O 5.6346 7.5508 15.3981 -0.0581 -0.0775 -0.0481
O 5.018 5.1333 16.4229 -0.0183 -0.1519 -0.3026
O 3.7956 7.2483 17.3798 0.0223 -0.0338 -0.1835
O 0.0809 3.5077 18.166 -0.0067 -0.001 -0.1084
O 11.7104 4.942 20.9756 -0.0292 0.0084 -0.0161
O 7.8146 6.0894 15.2197 -0.0218 -0.0691 -0.0591
O 5.3425 2.9285 23.2954 0.0088 0.0174 0.0254
O 12.8827 9.8592 21.1998 -0.0156 0.0051 0.0105
O 9.0638 11.736 20.6 -0.0122 0.0081 -0.0566
O 2.4856 1.8123 11.8359 0.0768 0.0801 0.0132
O 2.3403 1.3385 14.5944 0.0689 0.0674 0.016
O 9.1099 4.331 16.5639 -0.0855 0.0236 -0.1565
O 3.6489 0.2845 16.8221 -0.0072 0.0677 -0.1442
O 9.4532 12.6883 12.8662 -0.0743 0.0993 0.0111
O 10.3833 -1.1888 19.6022 -0.0153 0.009 -0.0544
O 7.8075 9.8202 19.0336 -0.0074 -0.0105 -0.0827
O 14.4469 15.6914 21.2049 0.0177 -0.008 -0.0503
O 6.7894 -2.1122 11.3485 -0.038 -0.0071 0.0312
O 14.3512 6.3451 14.7928 0.1196 -0.2546 -0.1413
O 2.4371 6.8831 10.5951 0.0111 -0.0627 0.0241
O 9.8172 4.172 8.7937 0.0175 0.0159 0.0337
O 8.871 3.5156 11.0578 -0.0652 -0.0119 0.0726
O 9.8726 1.8603 16.4192 -0.0188 0.0217 -0.0699
O 8.6049 2.6482 18.6683 -0.0048 0.0113 -0.0865
H 16.6061 6.7283 12.5432 -0.2514 0.0357 -0.0604

Results
free energy: -133980.282 eV
free energy less fixed offsets of H -15.97, O -568.88, Si -635.61 eV per atom: -2.352 eV

The program warned: the cutoff lies below the one the program advises for these potential files; the forces do not sum to zero within the program's tolerance; the exchange-correlation potential is rough where the density is thin.
